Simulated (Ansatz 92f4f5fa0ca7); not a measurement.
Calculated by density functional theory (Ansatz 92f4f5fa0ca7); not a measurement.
Periodic cell of 460 atoms, Si304O156, from a study of silicon, its oxide and their interface. The atomic structure is a simulated model.
Doubt: the cutoff is far below the 930 eV that the study's wrapper takes by default for these files, so forces and energies are approximate.
This geometry differs little from another in the collection (a relaxation step or a small displacement).

Settings
functional: PBE
potential files: Ansatz PAW
basis: plane waves
wave-function cutoff: 580 eV
density cutoff ratio: 5
exchange-correlation grid ratio: 1
k mesh: 1 x 1 x 1, Gamma-centred
self-consistency stop: 5e-08 eV per atom in the density residual
occupations: fixed
spin: none
net charge: 0

Cell vectors (angstrom)
a 15.4691 0 0
b 0 15.4691 0
c 4.4527 -3.228 34.5558

Atoms and the computed forces on them: element, x, y, z (angstrom), force x, y, z (eV/angstrom)
Si 12.618 -3.205 25.887 0.004 -0.001 0.001
Si 12.751 -7.134 25.664 0.003 -0.014 -0.007
Si 5.014 -3.346 25.675 0.012 -0.005 -0.023
Si 5.232 0.69 25.81 -0.002 -0.002 -0.006
Si 5.258 -10.785 25.855 -0.003 0.003 -0.006
Si 5.155 -7.192 26 0 0.002 -0.004
Si 8.121 -3.225 25.9 -0.005 -0.003 0.003
Si 7.674 0.584 25.812 0.002 0.002 0.002
Si 7.677 -10.875 25.841 0.002 -0.004 0
Si 7.514 -7.09 25.896 0.002 0 0.003
Si 10.911 -3.022 24.258 0 -0.001 0.008
Si 12.952 0.593 25.8 -0.001 -0.001 -0.005
Si 12.624 -10.995 25.616 0.004 0 -0.001
Si -0.397 -3.157 25.634 -0.002 0.005 -0.003
Si -0.1 0.664 25.797 0.002 0.001 -0.002
Si 0.343 -10.967 25.636 0.006 -0.013 -0.018
Si -0.248 -7.097 25.585 -0.001 0 -0.003
Si 4.538 -1.321 26.913 -0.006 0.005 0.004
Si 4.589 2.65 26.967 0 0.002 0.003
Si 4.562 -9.046 27.279 -0.001 0 0.002
Si 4.512 -5.191 27.05 -0.005 -0.001 0.004
Si 8.257 -1.258 27.158 -0.008 -0.002 -0.009
Si 8.267 2.584 26.98 0 0.004 -0.003
Si 8.225 -8.99 27.132 0.002 0.002 -0.004
Si 8.244 -5.211 27.123 -0.006 0.004 -0.005
Si 12.268 -1.261 27.144 -0.004 0 0.003
Si 12.269 2.551 26.965 0 0.001 0.004
Si 12.248 -9.053 26.974 0.002 -0.001 0
Si 12.218 -5.225 27.023 -0.014 0.01 0.014
Si 0.426 -1.318 26.976 -0.003 -0.003 0
Si 0.593 2.577 26.999 0 -0.001 0.004
Si 0.531 -8.969 26.912 0.004 0.009 0.011
Si 0.377 -5.128 26.811 0 -0.003 0.004
Si 2.506 -1.318 28.226 0.003 -0.001 0
Si 2.58 2.57 28.299 -0.002 0 -0.002
Si 2.466 -9 28.348 -0.003 -0.002 -0.003
Si 2.425 -5.138 28.217 0 0 -0.003
Si 6.33 -1.302 28.488 0.007 -0.001 0.001
Si 6.422 2.609 28.464 0.001 -0.001 0.001
Si 6.438 -9.012 28.642 0 -0.001 0.006
Si 6.359 -5.145 28.526 0.005 -0.001 0
Si 10.261 -1.252 28.403 0.005 0.001 0.003
Si 10.271 2.574 28.287 -0.001 0 0
Si 10.277 -9.022 28.323 -0.002 0 0.001
Si 10.253 -5.207 28.366 0.011 -0.001 -0.005
Si 14.14 -1.284 28.544 0.001 0 0.001
Si 14.152 2.611 28.427 0.002 0.001 0
Si 14.139 -9.058 28.404 0 0.001 0.002
Si 14.107 -5.192 28.431 0.003 0.001 -0.001
Si 2.503 -3.228 29.679 -0.001 0 0
Si 2.527 0.616 29.686 0 0 0
Si 2.505 4.506 29.716 0 -0.001 0.001
Si 2.498 -7.052 29.704 0 0 -0.001
Si 6.376 -3.212 29.836 -0.002 0 0
Si 6.375 0.654 29.797 -0.003 -0.001 -0.001
Si 6.398 4.487 29.859 -0.001 0 -0.001
Si 6.389 -7.053 29.869 -0.002 0 -0.001
Si 10.257 -3.235 29.732 0.001 0.001 0.001
Si 10.256 0.679 29.751 0 -0.001 0
Si 10.256 4.503 29.71 0.001 0 -0.001
Si 10.262 -7.118 29.754 0.001 0.001 -0.001
Si 14.121 -3.257 29.807 -0.001 0.001 0.002
Si 14.13 0.681 29.807 0 0.001 0.002
Si 14.124 4.515 29.798 -0.002 0 0.001
Si 14.128 -7.124 29.776 0.002 -0.001 0.001
Si 4.453 -3.228 31.137 -0.473 -0.057 -0.058
Si 4.453 0.639 31.137 -0.271 -0.025 -0.115
Si 4.453 4.506 31.137 -0.375 -0.004 0.036
Si 4.453 -7.095 31.137 -0.478 0.179 0.068
Si 8.32 -3.228 31.137 0.242 -0.004 0.051
Si 8.32 0.639 31.137 0.07 0.083 -0.023
Si 8.32 4.506 31.137 0.461 -0.104 0.193
Si 8.32 -7.095 31.137 0.376 0.06 0.306
Si 12.187 -3.228 31.137 -0.168 -0.087 0.011
Si 12.187 0.639 31.137 -0.087 0.191 0.031
Si 12.187 4.506 31.137 -0.193 0.01 -0.119
Si 12.187 -7.095 31.137 0.015 -0.074 -0.03
Si 0.586 -3.228 31.137 0.239 -0.058 -0.127
Si 0.586 0.639 31.137 0.327 0.103 -0.131
Si 0.586 4.506 31.137 0.154 -0.077 -0.022
Si 0.586 -7.095 31.137 0.108 0.019 -0.102
Si 0 1.934 3.417 0.041 0.039 -0.012
Si 0 5.801 3.417 0.045 0.113 0
Si 0 -5.801 3.417 0.038 -0.03 0.002
Si 0 -1.934 3.417 0.045 -0.12 -0.008
Si 3.867 1.934 3.417 0.003 0.004 0.006
Si 3.867 5.801 3.417 -0.066 -0.004 0.002
Si 3.867 -5.801 3.417 -0.047 0.042 0.01
Si 3.867 -1.934 3.417 -0.035 -0.057 0.023
Si 7.734 1.934 3.417 0.003 0.059 0.016
Si 7.734 5.801 3.417 0.034 0.036 0.008
Si 7.734 -5.801 3.417 0 -0.019 0.004
Si 7.734 -1.934 3.417 0.037 -0.076 0.006
Si -3.867 1.934 3.417 -0.026 -0.015 0.01
Si -3.867 5.801 3.417 -0.042 0.003 -0.008
Si -3.867 -5.801 3.417 -0.021 0.031 0.006
Si -3.867 -1.934 3.417 -0.048 -0.047 0.008
Si -1.934 1.934 4.785 -0.008 -0.045 0.179
Si -1.934 5.801 4.785 -0.063 0.072 0.142
Si -1.934 -5.801 4.785 -0.08 0.151 0.163
Si -1.934 -1.934 4.785 0.009 -0.088 0.291
Si 1.934 1.934 4.785 -0.146 0.121 -0.157
Si 1.934 5.801 4.785 0.045 0.168 -0.486
Si 1.934 -5.801 4.785 -0.016 -0.144 -0.239
Si 1.934 -1.934 4.785 -0.097 -0.215 -0.223
Si 5.801 1.934 4.785 0.003 0.034 -0.002
Si 5.801 5.801 4.785 0.042 -0.07 0.23
Si 5.801 -5.801 4.785 0.115 -0.06 0.091
Si 5.801 -1.934 4.785 0.056 0.024 0.274
Si 9.668 1.934 4.785 0.073 0.126 0.049
Si 9.668 5.801 4.785 0.059 0.273 -0.343
Si 9.668 -5.801 4.785 0.037 0.027 0.105
Si 9.668 -1.934 4.785 0.032 -0.443 -0.134
Si -1.905 -0.005 6.175 -0.001 -0.002 -0.001
Si -1.935 3.869 6.165 0 0.002 0.001
Si -1.949 -7.716 6.165 -0.004 -0.001 -0.004
Si -1.958 -3.87 6.208 0.001 0.002 0.001
Si 1.902 -0.01 6.101 -0.001 0 0
Si 1.902 3.905 6.113 -0.002 -0.001 0.001
Si 1.979 -7.745 6.128 -0.001 -0.001 -0.008
Si 1.913 -3.894 6.133 -0.001 0.002 0.006
Si 5.792 0.02 6.165 0.001 -0.002 0
Si 5.776 3.848 6.177 0 0.001 0.001
Si 5.832 -7.734 6.174 0.016 -0.002 -0.003
Si 5.838 -3.882 6.172 0.002 0.001 0.002
Si 9.663 -0.029 6.099 -0.001 -0.003 -0.001
Si 9.674 3.917 6.128 0 -0.001 0.001
Si 9.692 -7.735 6.155 0.005 -0.002 -0.004
Si 9.686 -3.89 6.198 -0.002 0.006 0.006
Si 0.033 0.006 7.563 0.002 -0.002 0.002
Si 0.002 3.914 7.523 -0.001 0 0.002
Si 0.037 -7.746 7.439 -0.004 0.003 0.008
Si 0.001 -3.91 7.55 0 0.002 -0.003
Si 3.809 0.034 7.464 -0.002 -0.002 0.002
Si 3.791 3.864 7.504 0 -0.002 -0.003
Si 3.89 -7.774 7.532 -0.006 0.005 0.02
Si 3.862 -3.949 7.459 -0.003 0.003 -0.002
Si 7.752 -0.02 7.502 0.002 -0.001 -0.001
Si 7.746 3.874 7.502 0.002 0 0
Si 7.788 -7.75 7.545 -0.017 0.012 0.01
Si 7.761 -3.928 7.605 0.002 0.001 -0.007
Si -3.876 -0.049 7.468 -0.001 0 -0.003
Si -3.866 3.989 7.519 -0.001 0.002 0
Si -3.885 -7.661 7.587 -0.001 0.003 -0.004
Si -3.875 -3.912 7.665 0.001 -0.006 -0.006
Si 0.594 1.994 8.75 -0.009 -0.001 0.004
Si -0.057 5.865 8.89 0.002 0.002 -0.005
Si 0.042 -5.88 8.868 0.007 -0.007 0.003
Si 0.425 -1.977 8.843 0.006 -0.002 0.008
Si 3.078 1.942 8.679 0.008 0.001 -0.004
Si 3.821 5.75 8.929 0.001 0.004 -0.009
Si 3.872 -5.829 8.908 -0.001 -0.014 -0.002
Si 3.578 -1.975 8.667 -0.007 -0.001 0.004
Si 8.528 1.922 8.574 -0.008 -0.001 0.001
Si 7.726 5.774 8.902 0.006 0.002 -0.001
Si 7.834 -5.87 9.012 -0.014 -0.017 0.004
Si 8.045 -1.936 8.866 0.007 0.006 0.007
Si -4.501 1.95 8.484 0.009 -0.005 0.006
Si -3.836 5.915 8.988 -0.001 0.001 -0.001
Si -3.884 -5.823 9.158 -0.004 -0.003 0.006
Si -4.238 -1.92 8.903 -0.008 0.005 0.019
Si -1.9 6.502 10.258 0 -0.013 0.004
Si -1.823 -6.511 10.155 -0.004 0.009 -0.011
Si 1.858 6.117 10.219 0 0.003 0.012
Si 1.964 -6.18 10.266 -0.003 0.002 -0.005
Si 5.777 6.05 10.227 -0.001 0.012 0.014
Si 5.821 -6.211 10.181 0.016 -0.009 -0.014
Si -5.817 5.678 10.262 -0.003 -0.008 0.005
Si -5.836 -5.829 10.645 0.003 0.004 0.002
Si -6.164 -4.31 12.44 0.002 0.004 -0.012
Si -6.233 -7.522 12.408 0 -0.004 -0.007
Si 4.453 -5.162 32.504 -0.158 -0.02 0.02
Si 4.453 -1.294 32.504 -0.128 0.003 -0.019
Si 4.453 2.573 32.504 -0.2 -0.001 0.009
Si 4.453 -9.029 32.504 -0.148 -0.017 -0.013
Si 8.32 -5.162 32.504 0.145 -0.021 0.028
Si 8.32 -1.294 32.504 0.104 -0.011 -0.016
Si 8.32 2.573 32.504 0.111 0.01 0.03
Si 8.32 -9.029 32.504 0.089 0.004 0.005
Si 12.187 -5.162 32.504 -0.055 0.014 0.006
Si 12.187 -1.294 32.504 -0.048 -0.011 -0.031
Si 12.187 2.573 32.504 -0.053 -0.032 0.023
Si 12.187 -9.029 32.504 -0.058 0.019 0.002
Si 0.586 -5.162 32.504 0.085 0.006 0.004
Si 0.586 -1.294 32.504 0.063 -0.007 -0.035
Si 0.586 2.573 32.504 0.129 0.001 0.011
Si 0.586 -9.029 32.504 0.13 -0.001 -0.014
Si 6.386 -5.162 33.872 0.001 -0.001 -0.018
Si 6.386 -1.294 33.872 0 -0.01 -0.009
Si 6.386 2.573 33.872 0.024 0.013 -0.031
Si 6.386 -9.029 33.872 0.026 0.001 -0.029
Si 10.253 -5.162 33.872 -0.009 -0.001 0.022
Si 10.253 -1.294 33.872 -0.001 0.027 0.02
Si 10.253 2.573 33.872 -0.009 -0.013 0.022
Si 10.253 -9.029 33.872 -0.014 0.002 0.014
Si -1.348 -5.162 33.872 -0.008 0.012 -0.017
Si -1.348 -1.294 33.872 -0.003 0.017 -0.011
Si -1.348 2.573 33.872 -0.003 -0.001 -0.017
Si -1.348 -9.029 33.872 -0.015 -0.02 -0.014
Si 2.519 -5.162 33.872 0.009 -0.013 0.024
Si 2.519 -1.294 33.872 0.012 0.023 0.02
Si 2.519 2.573 33.872 -0.01 0.018 0.025
Si 2.519 -9.029 33.872 -0.005 -0.015 0.02
Si 1.934 0 0.683 0.004 -0.023 0.011
Si 1.934 3.867 0.683 -0.012 0.01 0.008
Si 1.934 7.734 0.683 -0.034 0.016 0.009
Si 1.934 -3.867 0.683 -0.009 0.005 0.012
Si 5.801 0 0.683 0.02 -0.011 -0.008
Si 5.801 3.867 0.683 0.015 -0.003 -0.005
Si 5.801 7.734 0.683 -0.002 0.021 -0.012
Si 5.801 -3.867 0.683 0 -0.004 -0.01
Si -5.801 0 0.683 -0.002 -0.012 0.003
Si -5.801 3.867 0.683 -0.008 -0.002 0.005
Si -5.801 7.734 0.683 0.02 -0.006 0.009
Si -5.801 -3.867 0.683 0.008 0.016 0.011
Si -1.934 0 0.683 -0.012 -0.014 -0.015
Si -1.934 3.867 0.683 -0.013 0.006 -0.011
Si -1.934 7.734 0.683 0.012 0.011 -0.011
Si -1.934 -3.867 0.683 0.001 -0.011 -0.013
Si 0 0 2.05 -0.05 0.014 0.011
Si 0 3.867 2.05 -0.051 -0.018 0.002
Si 0 7.734 2.05 -0.064 -0.002 -0.007
Si 0 -3.867 2.05 -0.027 0.006 -0.008
Si 3.867 0 2.05 0.016 0.018 0.013
Si 3.867 3.867 2.05 0.048 0.004 -0.007
Si 3.867 7.734 2.05 0.043 -0.001 -0.006
Si 3.867 -3.867 2.05 0.039 -0.014 -0.01
Si 7.734 0 2.05 0.008 0.013 0.015
Si 7.734 3.867 2.05 0.006 -0.013 -0.003
Si 7.734 7.734 2.05 -0.031 -0.001 -0.012
Si 7.734 -3.867 2.05 -0.046 0.005 -0.009
Si -3.867 0 2.05 0.015 0.014 0.009
Si -3.867 3.867 2.05 0.029 0.013 -0.001
Si -3.867 7.734 2.05 0.043 -0.006 -0.005
Si -3.867 -3.867 2.05 0.042 -0.008 -0.003
Si 3.237 -2.816 23.284 -0.001 0.001 -0.001
Si 0.565 0.487 23.543 -0.003 0 0.004
Si 1.546 -9.887 23.066 -0.002 -0.001 -0.001
Si -0.159 -7.398 23.185 0.007 -0.002 0.007
Si 4.668 -1.457 21.086 0.003 -0.001 0.004
Si 7.746 -1.07 21.035 -0.004 -0.002 0.004
Si 4.315 -8.886 23.618 0.003 -0.002 0.008
Si 5.881 -7.785 21.265 -0.003 0 0.002
Si 10.252 -5.425 22.474 -0.004 0 0.003
Si 8.45 0.742 23.593 -0.003 -0.001 0.003
Si 8.594 -10.273 23.739 -0.003 0.008 0.01
Si 8.008 -7.211 23.578 -0.001 0 0.007
Si 11.359 -0.038 23.194 0.004 0.006 0.006
Si 11.666 -10.714 23.492 0.003 0.002 0.003
Si 12.294 -7.559 23.297 -0.001 0.004 0.001
Si -1.068 1.592 14.497 0.004 -0.003 -0.013
Si -0.203 -1.273 11.761 0.005 -0.001 -0.006
Si 0.338 1.661 11.771 0 0 0.003
Si 1.927 -5.222 13.274 0.004 0.002 -0.009
Si 4.818 1.448 11.219 0.01 -0.006 0.003
Si 5.738 -1.307 10.791 -0.004 0.001 -0.002
Si -5.584 2.554 10.928 0.001 0.001 0
Si -3.09 -1.764 11.914 -0.005 -0.001 -0.005
Si -0.131 -1.019 16.03 0 -0.001 -0.003
Si -2.773 -2.564 16.371 0 0 -0.004
Si -0.712 -0.574 19.187 0.001 0.001 0.005
Si 4.229 -8.469 17.142 -0.001 -0.004 0.002
Si 1.674 -2.269 13.956 0.001 0.003 -0.009
Si 4.296 -0.669 13.254 -0.004 0.002 -0.009
Si 8.283 -11.731 17.581 0.001 0 -0.001
Si 6.818 2.904 14.967 0.004 0.001 -0.007
Si 6.782 -5.875 12.985 0 0.003 -0.006
Si -4.032 1.773 15.481 0.001 0.003 -0.007
Si 9.156 1.347 13.514 -0.001 -0.001 -0.01
Si 2.117 4.042 12.647 -0.007 -0.006 -0.006
Si 3.549 0.145 23.318 0 -0.001 0
Si -1.076 -6.099 13.23 -0.001 0.005 0.002
Si -0.21 1.847 20.945 0.009 0 0.008
Si 9.634 -1.406 13.091 0 0.001 -0.008
Si 0.172 4.365 15.059 0.001 -0.004 -0.006
Si -4.415 -8.27 14.926 0.001 -0.001 0.003
Si 7.342 -3.513 17.817 -0.001 0.003 0.001
Si 0.228 -2.713 23.381 -0.003 -0.001 0.005
Si 4.613 -4.363 17.342 0.002 0.002 0.002
Si 2.073 -11.493 20.374 0 -0.012 0.011
Si 8.533 -1.495 15.952 -0.003 0 0.001
Si 3.793 -6.329 19.499 -0.002 0.001 0.003
Si 7.234 -12.309 22.098 -0.004 -0.006 -0.003
Si 12.59 -9.801 18.715 0.001 0.005 0
Si 0.814 -6.069 20.642 0.004 0 0.01
Si 10.798 -0.238 17.551 -0.001 -0.004 -0.004
Si 5.023 -12.254 20.273 0 0.001 0.005
Si 5.326 4.021 12.555 0.005 -0.005 -0.004
Si 12.217 -7.133 17.642 0.001 -0.002 0.002
Si -1.711 -9.068 13.434 -0.004 0.003 0.004
Si 11.867 0.487 20.116 0.001 -0.001 0.003
Si 9.417 -3.636 20.022 -0.001 0.001 0.001
Si -3.374 -4.172 13.794 0.003 0.001 -0.004
Si 5.062 -1.617 18.13 0.002 0.001 -0.002
Si 5.81 0.136 15.836 0.005 0 0.004
Si -4.481 4.587 16.445 0.001 -0.004 -0.002
Si 4.285 -6.272 14.947 0 -0.002 -0.005
Si -0.82 -3.493 20.607 0 0.001 0.005
Si 7.397 1.688 19.57 -0.003 0 0.005
Si 12.207 -4.242 18.877 0 -0.002 0.003
Si 6.32 -9.748 18.921 0.001 -0.001 0
Si 12.446 -12.149 20.772 0 0 -0.003
Si 1.583 -9.855 17.601 0.006 0.006 -0.011
Si -0.556 -7.998 18.551 0 -0.002 0.001
O 3.208 -1.324 23.966 0.002 0.001 0
O 13.231 -4.184 20.156 0.001 0 -0.004
O 2.097 -10.498 21.667 -0.002 0.012 0.01
O 2.692 -8.873 23.624 0 0.001 -0.005
O 3.988 -5.11 16.054 -0.001 -0.004 -0.001
O 6.61 -3.255 25.178 0 0.001 0.014
O 4.135 -3.703 24.308 0.005 0 0.011
O 4.66 0.87 24.249 0.003 -0.001 0.003
O 4.737 -7.52 24.412 -0.001 0.003 0.002
O 9.371 -3.175 24.825 -0.001 -0.001 -0.002
O 11.099 -4.221 23.167 0.002 0 -0.006
O 10.08 0.956 23.454 -0.005 0.005 -0.004
O 10.06 -10.975 23.646 0.001 -0.004 -0.005
O 11.962 -9.152 23.064 0.002 0 -0.002
O 12.546 0.472 24.184 0.004 0.002 0.004
O -1.237 -10.991 25.168 -0.006 0.001 0.003
O -0.108 2.144 10.27 0.001 0.002 -0.011
O 2.03 -1.98 9.23 0 0.002 -0.011
O 3.656 1.994 10.231 -0.01 0.003 -0.008
O 4.538 -2.063 9.996 0 0.001 0
O 4.134 0.788 12.541 -0.003 -0.003 0.009
O 8.504 1.936 10.263 0.004 0 0
O 9.63 -1.884 9.327 0.003 0 -0.009
O -3.401 -1.898 10.319 -0.005 0.001 -0.011
O -2.837 -3.25 12.553 0.003 0.002 0.003
O 5.229 -0.22 17.318 0 -0.005 0.002
O 7.835 2.137 13.968 0.003 -0.001 0.008
O 0.351 -1.091 23.131 0 -0.002 -0.002
O 0.22 -8.966 22.835 0.003 -0.001 -0.002
O 0.706 -6.359 22.255 0 0 -0.003
O 6.264 -1.719 21.242 0.001 0.001 -0.005
O 3.9 -2.72 21.794 -0.003 -0.001 0
O 4.266 -1.334 19.517 0 0.001 -0.001
O 5.625 -12.283 21.803 0.001 0 -0.002
O 8.156 -2.977 16.517 0.001 0.006 0.002
O 4.912 -8.808 22.104 0 -0.001 -0.005
O -1.314 -9.395 18.98 0.004 0.002 0
O 9.633 -4.86 21.078 0.003 -0.004 0.002
O 7.689 -10.799 22.475 -0.002 0.001 -0.006
O 8.793 -8.66 23.496 0 -0.001 -0.001
O -3.204 -8.841 14.01 0.008 -0.002 -0.001
O 12.99 -3.549 17.63 0.001 -0.002 0.001
O 10.953 -1.571 23.526 -0.003 -0.01 0
O 12.367 -10.551 17.27 -0.001 -0.001 -0.002
O 13.764 -7.219 22.667 -0.007 -0.001 -0.004
O -2.649 1.338 14.76 -0.004 -0.004 0.005
O -4.288 -1.025 12.731 0.004 -0.001 0.005
O -1.454 -5.916 11.659 -0.003 0.01 -0.009
O -1.744 -0.877 12.129 0.001 0 0.007
O 1.662 5.157 11.546 -0.001 0.01 -0.01
O 1.924 -7.775 10.753 -0.001 -0.002 -0.004
O 2.059 -5.261 11.638 0 -0.005 0.005
O 4.764 -0.492 14.781 -0.01 -0.002 -0.005
O 5.716 0.308 10.456 0.001 0 0.001
O 5.699 -7.813 10.569 -0.001 0.003 -0.001
O 5.84 5.314 11.709 0.003 0.009 -0.008
O 5.716 -5.999 14.205 0.002 -0.001 0.004
O 10.711 -0.178 19.18 0 0.001 -0.002
O -5.45 2.25 12.497 -0.003 -0.001 0.003
O -1.798 -9.498 11.851 0 -0.007 -0.019
O 5.917 -5.456 11.65 -0.003 -0.001 0.003
O 8.73 -0.073 12.809 0.001 0.002 0.009
O 11.81 -1.337 16.924 -0.004 0.007 0.006
O 8.84 -2.246 20.691 0 0.003 -0.002
O 13.871 -7.199 17.551 0.003 -0.001 0.001
O 6.958 -7.136 22.308 0.004 0.001 0
O 5.889 1.758 15.679 0.003 0.006 0.002
O 7.235 -0.599 15.555 0.008 -0.007 0.003
O -4.277 1.927 10.155 -0.008 0.001 -0.005
O 0.396 -2.226 12.932 -0.004 0.001 0.002
O 5.419 -1.52 12.387 0.004 -0.001 -0.002
O 1.23 -11.015 24.223 -0.006 -0.001 0.011
O -0.253 0.312 15.094 0.002 0.003 0.003
O 9.461 -1.793 14.658 0.002 0.001 0.002
O 11.518 2.09 20.216 -0.001 0.001 -0.003
O 8.085 2.223 18.193 0.001 0 0
O 2.36 -6.321 20.244 0 0 -0.004
O -5.076 -9.58 15.658 -0.002 0.003 0.003
O 9.223 -2.692 12.183 -0.003 -0.006 0.007
O -0.292 -2.054 10.326 0.001 0 -0.004
O 3.785 -7.482 18.356 -0.001 0.002 0.001
O 1.72 -3.392 23.153 0.001 0.001 -0.004
O -0.322 1.406 22.515 0.001 -0.001 -0.004
O -2.307 -5.387 14.043 0 0.001 0.009
O -0.19 -7.083 19.843 -0.002 -0.001 -0.001
O 12.201 -11.756 22.338 0.003 0.003 0.004
O 8.095 -0.41 22.488 0.003 0.003 0
O 8.014 -12.84 20.764 -0.001 0.006 0.006
O -0.841 1.819 12.889 0.003 0.001 0.004
O -5.61 4.155 10.789 0.001 0.002 0.002
O 7.635 -7.27 12.764 0.006 -0.002 0.005
O -4.874 -4.685 13.403 -0.007 -0.003 0.006
O 6.623 -8.6 20.048 0 0.003 0.001
O 13.227 0.003 19.33 -0.002 0 -0.003
O 11.88 -0.062 21.65 0.001 -0.001 -0.005
O 3.723 4.068 12.763 0.005 -0.001 0.009
O 2.138 0.956 23.292 0 0 -0.004
O 7.154 -1.908 10.269 0.003 0 0
O 7.916 -4.714 13.244 0.001 -0.002 0.006
O -0.908 -7.668 13.599 0.002 -0.002 0.007
O 1.758 -10.662 19.01 0 -0.008 0.008
O 4.003 -4.892 18.758 0 -0.002 -0.001
O -0.155 -0.635 17.635 -0.001 -0.001 0
O 5.775 1.984 19.483 0 0 -0.003
O 6.55 -2.23 18.471 -0.001 -0.002 -0.005
O 9.016 -5.935 23.405 0 0.001 -0.003
O 3.01 -6.28 13.913 -0.005 0.003 0.004
O 0.846 -8.406 17.831 -0.005 0.01 0.003
O -0.497 2.899 15.272 0.001 0.004 0.005
O 5.744 2.7 11.68 0.002 -0.003 0.004
O 3.066 -9.601 16.972 0 -0.001 0.002
O 0.362 -5.477 13.649 0.005 0.003 0.009
O 8.335 -4.161 18.919 0.002 0.001 -0.001
O 0.402 -4.53 20.271 -0.001 0.001 -0.004
O -0.82 -3.263 22.237 0.003 0.001 0
O 4.184 -0.073 21.826 -0.004 0.003 0.001
O 1.218 -1.785 15.468 0.003 -0.004 0.001
O -4.137 3.395 15.391 0 0.002 0.004
O 0.14 0.526 20.035 -0.001 0.002 -0.002
O 7.638 2.147 23.306 0.003 -0.004 -0.002
O -3.54 -3.358 15.187 -0.001 -0.005 0
O 5.282 -10.82 19.555 -0.002 -0.002 -0.002
O -1.375 -2.029 15.751 0 0 0.003
O 0.652 -10.665 16.546 -0.007 -0.005 -0.006
O 11.258 -6.702 22.345 0.002 -0.003 -0.002
O 0.717 0.074 11.653 0.001 -0.001 0.003
O 7.679 -10.542 18.517 0 0 -0.001
O 1.622 2.549 12.222 0 -0.002 0.004
O 2.835 -1.341 13.314 0.003 0 0.007
O 9.456 -8.963 11.677 0.002 -0.004 0
O 0.965 -12.592 20.663 -0.001 -0.005 -0.007
O -5.457 -7.558 13.878 -0.01 0.005 -0.004
O 4.288 -2.757 17.241 0.002 0.001 0.003
O 4.977 -6.594 20.594 0.005 -0.002 -0.002
O 9.869 -11.422 17.489 0 0 -0.001
O 11.336 1.221 17.017 0 -0.004 0.005
O 11.785 -5.754 18.406 -0.001 0.003 0
O 11.736 -8.392 18.605 0.001 -0.001 -0.001
O 4.82 -10.291 24.31 0.004 -0.002 0.004
O 7.594 3.767 16.102 -0.004 -0.003 -0.001
O 7.695 0.116 19.89 0.001 -0.003 0
O 12.142 -10.796 19.913 -0.003 -0.003 0.001
O 6.239 -4.619 17.352 0 0.001 -0.001
O 3.424 -12.397 20.277 -0.002 0 -0.004
O -3.911 -7.252 16.134 -0.001 0 0
O 9.298 -0.634 17.093 0 -0.003 -0.003
O -0.584 -2.073 19.828 0 -0.002 -0.004
O -0.958 5.303 14.356 -0.003 -0.005 0.01
O 13.935 -12.763 20.565 0.001 0.002 -0.003
O 1.49 4.38 14.103 0.001 0.001 0.004
O 4.392 -7.705 15.715 0 0.004 -0.001
O 10.859 -3.397 19.277 -0.003 0 -0.001
O 2.279 -3.778 13.939 -0.002 -0.004 0.005
O 5.98 3.955 14.047 0 0 0.002
O 5.663 -9.131 17.558 0.002 0 0.003
O -5.317 1.068 14.765 -0.005 0 0

Results
free energy: -281982.390 eV
free energy less fixed offsets of O -568.88, Si -635.61 eV per atom: -11.670 eV

The program warned: the cutoff lies below the one the program advises for these potential files; the forces do not sum to zero within the program's tolerance; the exchange-correlation potential is rough where the density is thin.
